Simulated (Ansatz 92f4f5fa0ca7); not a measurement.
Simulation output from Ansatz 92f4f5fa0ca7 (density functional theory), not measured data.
Periodic cell of 286 atoms, Si144O106H32N4, with a vacuum gap, from a study of silicon, its oxide and their interface. The atomic structure is a simulated model.

Settings
functional: r2SCAN
potential files: Ansatz PAW
basis: plane waves
wave-function cutoff: 800 eV
density cutoff ratio: 5
exchange-correlation grid ratio: 1
k mesh: 1 x 1 x 1, shifted by 0.5 0.5 0 of a step
self-consistency stop: 1e-11 eV per atom in the density residual
occupations: fixed
spin: none
net charge: 0
applied field: sawtooth along c, amplitude +0.015 V/angstrom in the program's sign convention, ramp centred at 0.9897 of c and 0.0205 of c wide, no dipole correction

Cell vectors (angstrom)
a, 10.887, 0, 0
b, 0, 10.887, 0
c, 0, 0, 48.7378

Atoms and the computed forces on them: element, x, y, z (angstrom), force x, y, z (eV/angstrom)
Si, 0.2549, -0.2992, 35.1725, -0.0046, -0.0015, 0.0104
Si, 2.9082, 2.4653, 35.0317, -0.0038, -0.0074, 0.0115
Si, -0.3548, 5.6999, 35.1074, -0.0021, 0.0022, 0.005
Si, 2.4369, 8.406, 35.2022, 0.0007, 0.0027, 0.0037
Si, 5.0939, 0.2456, 35.129, -0.0042, -0.0041, 0.0075
Si, 7.8743, 2.8501, 34.9745, -0.0018, 0.0015, 0.0147
Si, 5.7251, 5.1209, 35.0672, 0.0024, 0.0049, 0.0129
Si, 8.3704, 7.9543, 34.9687, 0.0055, 0.0018, 0.0164
Si, 1.373, 1.3355, 36.4168, 0.0045, -0.0036, -0.0145
Si, 4.0768, 4.0383, 36.3404, -0.0019, -0.0046, -0.0116
Si, 1.2554, 6.8098, 36.4227, -0.0114, 0.0031, -0.0143
Si, 4.0016, 9.5655, 36.4852, -0.0071, 0.0056, -0.0154
Si, 6.7251, 1.3665, 36.3835, -0.0094, 0.0004, -0.0107
Si, 9.4185, 4.054, 36.3456, -0.003, 0.0085, -0.0164
Si, 6.8213, 6.7761, 36.3302, 0.0024, -0.0041, -0.0149
Si, 9.5061, 9.4624, 36.3912, 0.0025, -0.005, -0.014
Si, -0.0398, 2.7223, 37.6859, 0.0005, -0.0075, 0.01
Si, 2.6841, 0.0266, 37.8655, 0.0008, -0.003, 0.0014
Si, -0.0552, 8.1518, 37.8298, -0.0043, 0.0082, 0.0034
Si, 2.6982, 5.4265, 37.6718, -0.0003, 0.0077, 0.0124
Si, 5.4003, 2.7246, 37.7801, 0.0043, -0.0045, 0.0082
Si, 8.1327, -0.0144, 37.6832, 0.0057, 0.0008, 0.0085
Si, 5.435, 8.1413, 37.6906, -0.0078, 0.0014, 0.0104
Si, 8.1264, 5.4284, 37.7692, -0.0005, 0.0052, 0.0026
Si, 1.3436, 4.0745, 39.0486, -0.0167, -0.0048, 0.0246
Si, 4.0704, 1.3829, 39.1604, -0.0243, -0.0177, 0.0156
Si, 1.3129, 9.5288, 39.1584, -0.0131, -0.0091, 0.0104
Si, 4.0597, 6.7862, 39.0519, 0.0088, -0.0011, 0.0217
Si, 6.7545, 4.0895, 39.1174, 0.0085, 0.015, 0.0207
Si, 9.4962, 1.3493, 39.058, 0.004, -0.0122, 0.0181
Si, 6.7959, 9.5055, 39.0592, -0.0025, 0.0014, 0.0214
Si, 9.4954, 6.7674, 39.1422, 0.0124, 0.0095, 0.012
Si, -0.0397, 0.0165, 40.4834, -0.0133, 0.0237, 0.1777
Si, 2.6901, 2.7515, 40.4676, 0.031, -0.011, 0.2023
Si, 0.0104, 5.4223, 40.4502, -0.0258, 0.0225, 0.169
Si, 2.7171, 8.151, 40.4383, -0.0206, 0.0148, 0.1651
Si, 5.4515, -0.009, 40.4336, 0.0238, -0.0188, 0.1786
Si, 8.1374, 2.713, 40.4265, 0.0207, -0.0284, 0.1754
Si, 5.4086, 5.4517, 40.4661, -0.0277, 0.0266, 0.1908
Si, 8.1474, 8.1642, 40.4604, -0.0069, 0.0061, 0.188
Si, 1.3422, 1.3866, 41.8224, -0.1279, -0.0544, 0.3259
Si, 4.0586, 4.0933, 41.8355, -0.0389, 0.0755, 0.2884
Si, 1.3658, 6.7966, 41.8085, 0.0252, -0.046, 0.2796
Si, 4.0791, 9.5343, 41.7706, 0.0224, -0.0986, 0.3859
Si, 6.8054, 1.3398, 41.8026, 0.0126, 0.0237, 0.2837
Si, 9.5092, 4.0676, 41.7735, 0.0832, -0.0109, 0.3648
Si, 6.7855, 6.8149, 41.8116, -0.0638, 0.0575, 0.3469
Si, 9.5157, 9.511, 41.8381, -0.0843, 0.1283, 0.2596
Si, -0.0471, 2.7329, 6.9272, -0.0196, 0.0619, -0.3711
Si, 2.7316, 0.005, 6.9085, 0.0212, -0.0462, -0.2616
Si, 0.0249, 8.1551, 6.9615, 0.0482, -0.037, -0.1012
Si, 2.7249, 5.4754, 6.9593, -0.0278, 0.0237, -0.3077
Si, 5.4334, 2.6949, 6.9263, 0.0836, -0.0038, -0.2424
Si, 8.1615, -0.0061, 6.9477, 0.0611, -0.0238, -0.3084
Si, 5.4465, 8.2164, 6.9025, -0.0312, 0.0175, -0.4409
Si, 8.1911, 5.4567, 6.9071, 0.0313, -0.049, -0.2592
Si, 1.3071, 4.1122, 8.2517, 0.0047, -0.0144, -0.1828
Si, 4.1085, 1.3007, 8.3119, -0.0097, 0.0012, -0.1731
Si, 1.3828, 9.5636, 8.2968, -0.0215, 0.004, -0.1719
Si, 4.0849, 6.9132, 8.262, -0.0117, -0.0116, -0.1832
Si, 6.8229, 4.0823, 8.2194, -0.0043, -0.0032, -0.1691
Si, 9.5215, 1.3438, 8.3027, 0.0097, -0.0016, -0.1723
Si, 6.8225, 9.5106, 8.3036, 0.0324, -0.0266, -0.1824
Si, 9.5566, 6.7808, 8.3301, -0.0084, 0.0193, -0.1842
Si, -0.0137, -0.0241, 9.6804, 0.0069, 0.0051, -0.0229
Si, 2.6206, 2.669, 9.5105, 0.0086, 0.0134, -0.0147
Si, 0.0456, 5.4512, 9.74, -0.0011, -0.0148, -0.0243
Si, 2.7783, 8.2823, 9.6897, 0.0061, 0.0065, -0.0261
Si, 5.5087, -0.0574, 9.7261, -0.0103, 0.0126, -0.0293
Si, 8.1563, 2.7297, 9.6114, -0.0111, 0.0076, -0.0164
Si, 5.4989, 5.5324, 9.4878, 0.0146, -0.0014, -0.0116
Si, 8.1975, 8.168, 9.6651, 0.0001, 0.0028, -0.0149
Si, 1.3366, 1.3514, 11.0165, 0.0019, 0.0056, -0.0104
Si, 3.964, 4.206, 10.5716, 0.0061, -0.0081, 0
Si, 1.4074, 6.9661, 11.0397, 0.0133, -0.0093, -0.014
Si, 4.1887, 9.5027, 11.1836, -0.0087, -0.0125, -0.008
Si, 6.8677, 1.3694, 11.0185, 0.0095, 0.0105, -0.0101
Si, 9.5518, 3.9805, 11.0167, -0.0011, -0.0069, -0.0106
Si, 6.8897, 6.7432, 10.9807, -0.0122, -0.0029, -0.0044
Si, 9.5284, 9.5092, 11.0913, -0.0096, 0.0017, 0.0009
Si, -0.0179, 2.654, 12.4849, 0.0007, 0, 0.0164
Si, 2.7798, 0.1307, 12.4158, -0.0002, 0.0096, 0.0125
Si, 0.0268, 8.2283, 12.5499, -0.0008, 0.0069, 0.0138
Si, 2.8136, 5.4802, 12.1454, 0.0037, -0.0032, 0.0186
Si, 5.2763, 2.9055, 11.8669, -0.0035, 0.0069, 0.0174
Si, 8.3479, 0.1031, 12.5061, -0.0075, -0.0103, 0.0165
Si, 5.593, 7.9577, 12.501, 0.0034, -0.0019, 0.0174
Si, 8.2853, 5.3942, 12.3519, -0.0045, 0.0015, 0.0161
Si, 1.3218, 4.2562, 13.466, 0.0039, -0.0003, 0.0045
Si, 3.6561, 2.1751, 13.4006, 0.0095, -0.0031, -0.0051
Si, 1.3616, 9.8013, 13.8337, 0.0091, -0.0141, -0.0005
Si, 4.4723, 6.166, 13.7241, -0.0126, 0.0103, -0.0035
Si, 6.6332, 4.0605, 13.3186, 0.0017, -0.0115, -0.0011
Si, 10.1006, 1.1024, 14.2444, -0.0044, 0.0128, -0.0132
Si, 6.9072, 9.555, 13.6587, 0.0017, 0.0006, -0.0001
Si, 9.9036, 6.4147, 13.797, -0.0062, 0.0001, -0.0005
Si, -1.1542, 11.9508, 19.5508, -0.0004, -0.0009, 0.013
Si, -19.2856, 19.2898, 24.5914, 0.0008, 0.0032, 0.012
Si, -18.9327, 1.0237, 21.0661, -0.0007, 0.002, 0.0195
Si, 13.5665, 3.3828, 16.0008, 0.0033, 0.0008, 0.0018
Si, 5.6006, 26.191, 16.0851, 0.0024, 0.0008, 0.0067
Si, 13.4975, 29.3897, 15.7915, 0.0038, -0.0026, 0.0051
Si, 5.1035, 22.2649, 15.2864, -0.0009, -0.0011, 0.0018
Si, -14.2017, 24.6995, 19.4222, -0.0004, -0.0008, 0.0156
Si, -8.9991, 5.9416, 23.1308, -0.0007, 0.0019, 0.0113
Si, -13.5788, 10.9349, 25.5376, 0.0056, -0.0012, 0.0145
Si, -1.5834, 20.3752, 21.0749, -0.004, 0.0001, 0.0199
Si, 3.873, 18.6281, 18.5682, -0.0027, -0.0013, 0.0122
Si, -1.1388, 12.2987, 32.8937, 0.003, -0.0018, 0.0107
Si, 12.9413, 0.4651, 16.1777, 0.0057, -0.0045, 0.0097
Si, 25.6099, 5.4304, 30.5438, -0.002, 0.0028, 0.007
Si, 15.2004, -3.8516, 33.0256, -0.0051, 0.0042, 0.0079
Si, 6.4034, 5.0539, 29.1729, -0.0028, 0.0005, 0.0113
Si, -9.9443, 14.6595, 32.9382, -0.0034, 0.0033, 0.0107
Si, -1.725, 26.9929, 18.5052, -0.0007, -0.0032, 0.0138
Si, 12.0498, 4.7456, 29.9812, 0.0029, 0.0009, 0.0074
Si, 20.7484, 20.5205, 27.6704, 0.0048, 0.0006, 0.0055
Si, 4.37, 21.4694, 23.3774, 0.001, -0.0005, 0.0159
Si, 4.8638, 13.6044, 30.1754, -0.0007, 0.0013, 0.0043
Si, -3.9148, 13.7627, 25.1982, -0.001, 0.0016, 0.0113
Si, -3.5054, 10.6654, 22.7902, 0.0004, 0.0007, 0.0164
Si, 1.9202, 9.9803, 27.0096, -0.0003, 0.0007, 0.0046
Si, 12.8382, 20.7673, 18.9845, -0.0002, 0.0015, 0.0177
Si, 4.2438, 23.6445, 25.6638, 0.0005, 0.0004, 0.0092
Si, -0.1161, 2.5793, 28.4542, -0.0002, 0.0002, 0.0049
Si, 11.4026, 16.4398, 16.1813, -0.0016, 0.0042, 0.0021
Si, 28.1371, 11.2106, 30.4052, 0.0019, -0.003, 0.0109
Si, -0.7842, 9.3597, 18.3921, -0.0015, 0.0024, 0.015
Si, 2.7696, 5.4086, 20.2452, -0.001, 0.0005, 0.0113
Si, 12.06, 3.0196, 22.9748, 0.0007, -0.0011, 0.0201
Si, -6.6673, 22.2963, 28.3784, 0.0017, 0.0004, 0.0113
Si, -2.4629, 29.9131, 25.6454, -0.0009, -0.0009, 0.0113
Si, -4.4473, 9.3135, 32.8812, -0.0035, 0.0002, 0.0129
Si, -6.099, 24.8942, 20.3254, -0.0015, -0.0021, 0.0124
Si, 9.2855, 5.0432, 28.9475, 0.0019, 0.0002, 0.0067
Si, -21.9752, -2.889, 23.3825, -0.0012, -0.0002, 0.0164
Si, 6.6226, 17.6946, 17.8784, 0.0009, 0.0006, 0.0091
Si, -2.3899, 19.0857, 15.9562, -0.0012, 0.0034, 0.0079
Si, 1.3327, 12.7719, 25.7838, 0, -0.0018, 0.0124
Si, -1.6465, 11.2862, 29.9406, -0.0008, 0.0019, 0.0143
Si, -21.6887, 3.8375, 20.3873, 0.0038, 0.0006, 0.0315
Si, -3.921, 24.4378, 22.1309, 0.0025, -0.0033, 0.0153
Si, 7.4954, 2.1316, 15.4708, -0.004, 0.0024, 0.0023
Si, 7.7048, 5.5077, 26.6242, -0.0043, 0.0021, 0.0049
O, 23.1038, 4.4786, 31.5568, 0.0008, 0.0011, -0.006
O, -8.3387, 19.6258, 26.1759, 0.003, -0.0035, -0.0053
O, 4.0098, 1.342, 34.5491, -0.0023, 0.004, -0.009
O, 17.3255, 16.3832, 27.6243, 0.0039, 0.0004, -0.0068
O, -12.4921, 19.1625, 27.0191, -0.001, -0.0019, -0.0122
O, 5.2335, 16.8053, 29.8764, 0.0044, -0.0011, -0.0034
O, 0.3298, 4.9487, 33.8449, -0.0008, -0.0027, -0.0009
O, 5.3723, 13.8882, 25.4143, 0.0012, -0.0011, -0.0081
O, 5.7733, -0.4719, 33.8431, 0.0009, -0.0002, 0.0002
O, 9.4529, 0.5764, 31.5387, -0.002, -0.0012, -0.0076
O, 5.608, 1.5994, 31.0974, 0.0002, 0.0006, -0.0039
O, -12.6976, -1.9762, 19.5731, 0.0018, -0.0019, -0.0064
O, -22.3118, 19.509, 21.935, -0.0039, 0.0039, -0.0081
O, 3.5412, -4.4705, 31.7671, 0.002, -0.0014, -0.0034
O, 7.4075, 23.2069, 25.8191, 0.0009, 0.0004, -0.0108
O, 9.4748, 17.7056, 34.5081, -0.0028, -0.0008, -0.0022
O, -8.193, 6.8259, 24.236, -0.0004, -0.0025, -0.0057
N, 2.5552, 3.2725, 14.2805, -0.0032, -0.0074, -0.0176
O, -11.9472, 11.0335, 20.9008, 0.0014, 0.0009, -0.0136
O, 4.7672, 1.8908, 14.5708, -0.0038, -0.0039, -0.0063
O, -23.2527, 10.8389, 26.6272, -0.0009, 0.0014, 0.0004
O, 7.3487, 13.9192, 23.634, 0.0007, -0.0014, -0.012
O, 8.0248, 20.1241, 14.8229, -0.002, -0.0029, -0.0014
O, 7.3699, 13.6001, 13.9544, 0.0058, 0.002, 0.0094
O, 9.1504, 6.9427, 15.1654, 0.0038, -0.001, -0.0165
O, 3.866, 1.8883, 29.194, -0.0001, -0.0016, -0.001
N, 11.1021, 5.2829, 14.4738, -0.0012, -0.0012, -0.0144
O, -0.7303, 5.4427, 17.2348, 0.0058, 0.0004, -0.0108
O, 3.4604, 28.2961, 14.9608, 0.0034, -0.0004, -0.0063
O, 1.8536, 11.0223, 20.1339, -0.0009, -0.0028, -0.0048
O, -5.413, 18.4008, 18.7972, 0.0032, -0.0021, -0.0086
O, -0.1387, 24.4071, 32.5789, -0.0017, 0.001, -0.0054
O, 3.586, -2.8795, 17.0018, -0.0029, 0.0008, -0.0065
O, 11.1861, -8.4885, 26.9098, 0.0034, -0.0025, -0.0043
O, 2.2704, 19.7591, 14.8421, -0.0016, 0.0042, -0.0045
O, -9.3043, 36.9934, 19.9956, 0.0005, 0, -0.0146
O, -4.3389, 11.7669, 15.9797, -0.0015, 0.0028, -0.0012
O, -3.1738, 11.7603, 29.6927, 0.0012, -0.0025, -0.0011
O, 10.16, 0.1025, 18.3164, 0.0002, -0.001, -0.0059
O, -4.0205, 14.286, 16.2767, -0.0013, -0.0013, 0.0046
O, 16.4101, 10.1693, 14.3101, -0.0003, 0.0013, 0.0041
O, -10.5453, 6.4737, 23.1777, 0.0015, -0.0017, -0.003
N, 5.5961, 4.9749, 14.4271, -0.0054, 0.0051, -0.0101
O, 0.6674, 8.8727, 18.9644, 0.0009, 0, -0.0084
O, -8.3751, 17.0686, 21.6486, 0.003, -0.0032, -0.0101
O, -1.4888, 18.9719, 24.3516, 0.0076, -0.0002, -0.0076
O, -5.0224, 16.4788, 17.151, -0.0016, -0.004, -0.0046
O, -4.9175, 2.9577, 19.2197, 0.0016, -0.0003, -0.0113
N, 0.7229, 0.2014, 14.9042, -0.0154, 0.0031, -0.0091
O, -20.1243, 26.2554, 16.577, -0.0004, -0.002, 0.0002
O, 18.8732, 17.226, 18.644, -0.0027, 0.0007, -0.0059
O, 13.8486, 17.3901, 19.0761, 0.0024, 0.004, -0.0048
O, 4.1756, 3.7487, 16.507, -0.004, -0.0022, -0.0136
O, 5.0639, -5.0753, 33.7544, -0.0026, -0.0039, 0.0032
O, -18.1388, 9.2453, 23.8601, 0.0023, 0.0035, -0.0041
O, -14.6325, 29.6087, 16.7447, 0.0027, -0.0007, -0.0102
O, -18.0698, 12.8469, 20.0682, -0.0005, -0.0012, -0.0094
O, 7.5735, 6.7716, 25.6351, 0.0009, 0.0016, 0.0001
O, 0.7083, 2.2565, 24.3295, 0.0005, 0.0025, -0.0111
O, -0.0135, 3.5606, 21.9928, -0.0019, -0.0007, 0.002
O, -7.0509, 10.9561, 21.9029, -0.0041, 0.0047, -0.0173
O, 10.6211, 13.3072, 19.6586, -0.0018, -0.0023, -0.0034
O, 1.2057, 17.9066, 16.3348, -0.0002, -0.001, -0.0099
O, 3.33, 19.972, 19.2963, 0.0007, -0.0016, -0.0034
O, -2.9964, -1.4189, 21.8493, 0.0046, -0.0017, -0.0075
O, 9.0848, 23.4253, 15.4761, 0.0046, -0.006, -0.0095
O, 4.1503, 15.4708, 20.2455, 0.0001, 0, -0.0032
O, 8.1846, 12.3334, 19.2436, 0.0016, -0.0006, -0.0081
O, -1.5526, -1.0577, 29.2035, -0.0006, -0.0006, -0.0072
O, 11.9068, 8.8379, 24.0421, -0.001, -0.0021, -0.0069
O, 18.7934, 5.2899, 29.7898, 0.0014, -0.0017, -0.0132
O, 19.9564, 27.4628, 27.4835, 0.0003, 0.0002, -0.0082
O, -6.8019, 33.6121, 24.348, 0.0007, -0.0053, -0.0077
O, 5.9495, 10.2711, 23.4008, 0.0007, 0.0036, -0.0051
O, -3.4229, 9.4656, 25.6563, 0.0011, 0.0016, 0.0014
O, -5.5133, 10.6465, 29.2344, -0.003, 0.0009, -0.0078
O, 9.6188, 19.6692, 16.9689, -0.0041, -0.0027, -0.0116
O, -8.8477, 12.8623, 22.096, 0.0021, -0.0013, -0.0094
O, 16.2956, 13.8734, 21.8248, -0.0014, 0.0013, -0.0097
O, 12.4657, 11.1777, 25.9616, 0, -0.0004, -0.007
O, -14.5883, 33.7514, 21.8908, 0.0004, 0.0032, -0.0114
O, -8.7831, 23.782, 16.6274, -0.003, 0.0004, -0.0089
O, 11.457, 9.5241, 27.7362, 0.0031, -0.0006, -0.0066
O, 16.8836, 14.3761, 29.2961, 0.0004, 0.0023, 0.0037
O, -13.9332, 14.2959, 20.9746, 0.0024, 0.001, -0.0155
O, 5.3977, 19.0168, 32.5652, -0.0022, 0.0002, 0.0005
O, 20.9071, 5.0546, 19.8744, -0.0031, 0.0019, -0.0066
O, 10.6577, -5.3354, 29.6599, -0.0012, -0.001, -0.002
O, 21.3181, 1.1908, 29.1821, 0.0018, 0.0009, -0.0075
O, -9.7852, 14.2244, 29.1937, -0.0023, -0.002, -0.0031
O, 20.3183, 3.4546, 28.6648, 0.0005, 0.0011, -0.0038
O, 23.6061, 10.474, 17.4917, -0.0001, 0.0041, -0.014
O, 4.0627, 25.6378, 30.9873, 0.001, -0.0008, -0.0024
O, -8.0816, 13.4533, 25.9534, 0, 0.0007, 0.0031
O, 14.5376, 21.8536, 15.8768, 0.0013, 0.0027, 0.0001
O, 18.6493, 36.7481, 25.8827, -0.0013, -0.0043, -0.008
O, 4.7189, 33.5946, 26.8973, -0.0014, 0.0017, -0.0018
O, -19.7877, 4.3536, 23.4402, -0.0004, -0.0001, -0.0005
O, 14.0784, 7.717, 33.9439, 0.0006, -0.0035, -0.0104
O, 8.3595, 25.6048, 18.3592, 0.0006, 0.0014, -0.0068
O, -0.4416, 11.2373, 33.8659, -0.0016, 0.0032, 0.0004
O, 7.749, 8.6789, 33.6196, -0.0048, 0.0014, 0.0028
O, 6.7598, 10.0659, 31.4798, -0.0011, 0.0027, -0.0045
O, -9.5265, 20.3899, 34.622, -0.0008, -0.0012, -0.0024
O, 2.215, 3.1096, 33.6917, -0.001, 0.0011, 0.0003
O, 13.4198, 38.177, 29.5654, -0.0006, 0.0002, 0.0066
O, 8.4462, 2.0629, 33.6375, -0.0019, 0.003, -0.0007
O, 6.798, 4.004, 34.4967, -0.0021, -0.0008, 0.007
O, 2.926, 10.4674, 28.1821, -0.0032, -0.0008, -0.005
O, -13.2665, 10.9872, 23.9361, -0.0011, -0.0004, -0.0111
H, 2.1663, 0.5672, 42.7548, -0.264, 0.2624, -0.2773
H, 0.5076, 2.1954, 42.7548, 0.3612, -0.3123, -0.2342
H, 3.2515, 4.9297, 42.768, 0.34, -0.353, -0.2367
H, 4.8733, 3.2646, 42.768, -0.2488, 0.2336, -0.3006
H, 0.5494, 7.6237, 42.7409, 0.2754, -0.2928, -0.3036
H, 2.1991, 5.9865, 42.7409, -0.3543, 0.3177, -0.2711
H, 4.9159, 8.7278, 42.703, -0.3413, 0.2938, -0.2506
H, 3.2604, 10.3592, 42.703, 0.2521, -0.2778, -0.3017
H, 5.9785, 2.1565, 42.735, 0.2423, -0.2604, -0.2939
H, 7.6303, 0.5211, 42.735, -0.2936, 0.3306, -0.2882
H, 10.3298, 3.2446, 42.7059, -0.3766, 0.2995, -0.2566
H, 8.7092, 4.9107, 42.7059, 0.2451, -0.2894, -0.2944
H, 5.9827, 7.6552, 42.744, 0.2799, -0.3506, -0.2375
H, 7.6213, 6.0073, 42.744, -0.2981, 0.2397, -0.275
H, 8.6987, 10.3375, 42.7705, 0.2762, -0.3638, -0.2347
H, 10.3495, 8.7013, 42.7705, -0.2943, 0.2678, -0.3022
H, 0.7875, 1.9241, 5.9947, -0.2092, 0.2734, 0.2835
H, -0.8676, 3.556, 5.9947, 0.2302, -0.4935, 0.2244
H, 1.9075, 0.8245, 5.976, 0.3202, -0.1529, 0.294
H, 3.5503, -0.8199, 5.976, -0.4039, 0.273, 0.2367
H, 0.8413, 7.3279, 6.029, -0.3306, 0.3681, 0.2432
H, -0.8088, 8.9647, 6.029, 0.2576, -0.2534, 0.2955
H, 3.5319, 4.6391, 6.0268, -0.1945, 0.3128, 0.2886
H, 1.8916, 6.2855, 6.0268, 0.3757, -0.3373, 0.2092
H, 4.6186, 3.5236, 5.9938, 0.1795, -0.3301, 0.2738
H, 6.2603, 1.8782, 5.9938, -0.3475, 0.2826, 0.2303
H, 7.3366, 0.8126, 6.0153, 0.3095, -0.3052, 0.2667
H, 8.9785, -0.8326, 6.0153, -0.2833, 0.2688, 0.2431
H, 4.6097, 9.0229, 5.9701, 0.4879, -0.1905, 0.2148
H, 6.2493, 7.3761, 5.9701, -0.254, 0.237, 0.2734
H, 7.3554, 6.2643, 5.9746, 0.2951, -0.1713, 0.3053
H, 8.9911, 4.6136, 5.9746, -0.2525, 0.4603, 0.2215

Results
free energy: -154613.995 eV
free energy less fixed offsets of H -15.71, N -386.36, O -570.45, Si -639.56 eV per atom: -1.495 eV

The program warned: the cutoff lies below the one the program advises for these potential files; the forces do not sum to zero within the program's tolerance; empty levels may hold ghost states of the PAW files; the exchange-correlation potential is rough where the density is thin.
